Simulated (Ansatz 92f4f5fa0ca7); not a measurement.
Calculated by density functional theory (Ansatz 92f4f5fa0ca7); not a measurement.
Periodic cell of 225 atoms, Si132O91As2, from a study of silicon, its oxide and their interface. The atomic structure is a simulated model.
Doubt: the cutoff is far below the 930 eV that the study's wrapper takes by default for these files, so forces and energies are approximate.
This geometry differs little from another in the collection (a relaxation step or a small displacement).

Settings: functional PBE; potential files Ansatz PAW; basis plane waves; wave-function cutoff 580 eV; density cutoff ratio 5; exchange-correlation grid ratio 1; k mesh 1 x 1 x 1, Gamma-centred; self-consistency stop 5e-08 eV per atom in the density residual; occupations fixed; spin none; net charge 0.

Cell vectors (angstrom)
a  10.938  0  0
b  0  10.938  0
c  0  0  31.9494

Atoms: element, x, y, z (angstrom)
Si  10.642  -0.0012  24.441
Si  5.0925  0.1239  24.6927
Si  2.848  2.2942  24.5584
Si  8.5875  2.4318  24.5982
Si  10.7258  5.5863  24.3578
Si  5.1744  5.6148  24.4739
Si  3.0086  7.9536  24.4397
Si  8.439  7.8265  24.4484
Si  1.3078  1.134  25.8552
Si  6.8276  1.3277  25.7653
Si  4.0041  4.0121  25.7558
Si  9.7035  4.0255  25.8742
Si  1.352  6.7935  25.6904
Si  6.8188  6.7219  25.773
Si  4.0148  9.4698  25.9835
Si  9.4969  9.4422  25.8242
Si  2.6435  -0.1314  27.306
Si  8.1488  -0.0695  27.1646
Si  0.0894  2.655  27.2244
Si  5.4627  2.7201  27.1339
Si  2.6771  5.415  27.1272
Si  8.2008  5.3662  27.1538
Si  0.0194  8.1489  27.1469
Si  5.5231  8.1408  27.1988
Si  4.0896  1.3303  28.5124
Si  9.5456  1.3289  28.5127
Si  1.3924  4.0678  28.5772
Si  6.8152  4.0617  28.5426
Si  4.0877  6.7821  28.5004
Si  9.5614  6.7834  28.4968
Si  1.2947  9.4822  28.6335
Si  6.831  9.5341  28.5788
Si  -0.0302  -0.0007  29.9199
Si  5.4645  -0.005  29.9036
Si  2.7659  2.7141  29.9118
Si  8.2023  2.7178  29.8947
Si  -0.0013  5.4554  29.8973
Si  5.4637  5.4569  29.8958
Si  2.7515  8.1649  29.9114
Si  8.2287  8.1766  29.8981
Si  1.3673  1.3673  31.2657
Si  6.8362  1.3673  31.2657
Si  4.1018  4.1018  31.2657
Si  9.5708  4.1018  31.2657
Si  1.3673  6.8362  31.2657
Si  6.8362  6.8362  31.2657
Si  4.1018  9.5708  31.2657
Si  9.5708  9.5708  31.2657
Si  2.7345  0  0.6835
Si  8.2035  0  0.6835
Si  0  2.7345  0.6835
Si  5.469  2.7345  0.6835
Si  2.7345  5.469  0.6835
Si  8.2035  5.469  0.6835
Si  0  8.2035  0.6835
Si  5.469  8.2035  0.6835
Si  4.0691  1.3998  2.0562
Si  9.5723  1.3702  2.0358
Si  1.3417  4.1437  2.0517
Si  6.8143  4.1423  2.0454
Si  4.0861  6.849  2.0426
Si  9.5533  6.8573  2.0477
Si  1.35  9.6093  2.0512
Si  6.7865  9.6353  2.0329
Si  0.0018  0.052  3.446
Si  5.4331  0.0599  3.4417
Si  2.7006  2.7894  3.4144
Si  8.2236  2.7849  3.3464
Si  0.0021  5.5309  3.4432
Si  5.454  5.5229  3.4358
Si  2.7309  8.2481  3.3831
Si  8.1767  8.2854  3.3412
Si  1.3324  1.4745  4.8288
Si  6.8334  1.5001  4.7181
Si  4.0409  4.1688  4.787
Si  9.5713  4.1131  4.7531
Si  1.3469  6.9751  4.7959
Si  6.8114  6.9964  4.7289
Si  4.0616  9.5889  4.7924
Si  9.5172  9.6174  4.7459
Si  2.6656  0.0232  6.1198
Si  8.1957  0.129  6.0462
Si  -0.0197  2.8467  6.2679
Si  5.4675  2.8328  6.1226
Si  2.7296  5.6255  6.1457
Si  8.218  5.5994  5.9551
Si  -0.0693  8.3225  6.1841
Si  5.4798  8.3171  6.2216
Si  4.351  1.1476  7.3543
Si  9.6749  1.2341  7.5078
Si  1.1722  4.5135  7.5038
Si  6.6107  4.5716  7.2832
Si  4.2921  6.7561  7.5536
Si  9.7309  6.6349  7.4549
As  1.125  9.8279  7.7027
Si  6.695  9.9564  7.4499
O  9.5975  1.2351  24.0071
O  4.121  6.8027  23.9704
O  4.0319  1.2367  24.0522
O  9.5549  6.6984  23.9211
O  -0.0158  5.5868  7.9866
O  5.5013  0.0852  7.9287
O  -0.1382  0.179  8.0939
O  5.4965  5.6498  7.8715
O  7.578  4.1418  8.5335
O  8.7977  7.1051  8.7451
O  8.7507  1.7697  8.7911
O  7.6014  9.4741  8.7529
O  3.5809  1.797  8.6506
O  3.5503  7.2778  8.9512
O  2.0506  3.9934  8.8171
O  8.1591  3.4935  23.4039
O  0.4688  4.9344  22.9747
O  1.9395  2.7552  23.27
O  5.8476  4.9114  23.1394
O  5.545  9.9781  23.543
O  2.4755  8.7018  23.0613
O  0.2067  10.06  23.1111
O  7.8135  8.5672  23.1055
Si  8.7108  7.6783  18.5012
Si  8.9108  6.3312  13.6422
Si  3.8686  1.5176  14.7796
Si  2.2053  5.7333  17.663
Si  2.4492  3.1314  19.5267
Si  9.9604  9.004  12.0697
Si  1.3598  9.4177  22.114
Si  9.2858  0.9371  13.2559
Si  1.4606  5.0037  13.088
Si  1.9052  8.1863  12.9301
Si  6.6761  9.5482  22.4711
Si  4.5994  4.5773  15.76
Si  8.1926  3.0845  9.5835
Si  0.8936  8.227  19.3064
Si  6.9837  1.3429  21.1432
Si  8.3309  8.3521  9.6933
Si  10.9567  5.1814  15.6503
Si  7.6362  9.5086  16.406
Si  9.9641  2.0465  20.3492
As  3.305  8.76  10.0525
Si  6.7463  3.3223  17.47
Si  1.2004  0.2002  19.8396
Si  3.2737  2.7949  12.3451
Si  7.2623  5.3762  19.7325
Si  5.9884  8.6203  11.6723
Si  5.9084  6.0301  13.2752
Si  4.6902  9.6963  17.6969
Si  1.0461  3.5975  22.2065
Si  4.9342  1.4736  18.8593
Si  3.182  3.0832  9.5531
Si  6.5601  10.8248  13.8677
Si  10.4099  0.1309  16.0627
Si  5.6719  3.6618  11.1744
Si  9.9206  3.8517  11.918
Si  2.3893  9.9124  15.6522
Si  6.1254  8.1008  19.8572
Si  6.9599  3.971  22.4144
Si  9.8026  2.7909  17.4344
O  7.3331  6.3079  14.0284
O  1.9345  7.0407  18.7151
O  10.3142  4.069  16.6097
O  6.2232  9.9603  17.1302
O  10.236  0.6978  14.5494
O  8.4881  6.0944  18.9008
O  5.2621  0.6879  14.4786
O  5.7581  2.0374  17.5783
O  8.3801  1.9277  20.5982
O  2.0422  4.2811  18.4271
O  6.9713  2.8155  10.6485
O  4.9049  2.6896  12.2345
O  6.0976  4.3679  16.4021
O  4.5547  3.922  9.9687
O  10.719  2.749  21.6142
O  9.8274  6.1587  14.9905
O  6.0509  6.4661  19.89
O  4.1215  0.1568  18.3473
O  9.4058  10.512  12.3592
O  2.908  4.3309  12.7917
O  1.9405  10.7019  21.2507
O  4.0293  2.7115  19.4389
O  0.7852  10.0564  16.0799
O  1.3181  9.788  18.8826
O  1.7488  1.6521  19.3053
O  9.0002  10.4103  16.5997
O  4.9272  8.5615  18.8483
O  9.7007  8.817  10.4619
O  6.7885  4.0623  18.9171
O  2.9127  1.6799  13.4497
O  5.8579  8.7609  21.3111
O  2.5478  2.4585  10.928
O  7.6636  4.8418  21.2212
O  5.4207  7.481  12.696
O  0.6111  9.0022  12.3831
O  7.6963  1.0501  13.6385
O  7.1986  9.641  14.8325
O  9.0753  4.9964  12.7111
O  8.1542  8.0384  16.9771
O  6.2421  2.5713  21.9408
O  2.4552  9.0176  14.2523
O  0.5043  4.4463  11.8847
O  0.8616  8.3008  20.9765
O  9.439  3.7675  10.3691
O  9.7623  2.3445  12.5625
O  7.6746  8.5372  19.4614
O  2.9456  8.0421  11.6759
O  4.0429  3.0398  15.4178
O  0.8575  4.406  14.4839
O  10.0905  3.0099  19.0274
O  9.3043  7.7666  12.9409
O  10.5463  0.5286  20.1078
O  6.0702  5.0288  11.9737
O  8.205  2.7186  17.0809
O  3.6122  5.4621  16.7782
O  5.0134  9.0338  10.4243
O  1.5308  6.6239  13.2818
O  4.8592  5.4651  14.4015
O  2.0592  3.8534  20.9445
O  10.6176  1.4384  17.0177
O  1.0398  6.0518  16.5652
O  7.3643  10.9473  21.9925
O  5.9665  0.8969  19.9719
O  6.2264  10.0228  12.4836
O  2.929  0.5234  15.6566
O  7.2976  7.9786  10.9101
O  10.2972  7.987  18.7412
O  3.4972  9.1817  16.6666

Results
free energy: -145376.507 eV
free energy less fixed offsets of As -4856.12, O -568.88, Si -635.61 eV per atom: 4.333 eV

Forces (eV/angstrom), in the order of the atoms: element, x, y, z
Si  0.0068  0.0041  0.0036
Si  -0.0008  -0.0019  0.0053
Si  -0.001  -0.0035  0.0018
Si  0.002  0.0017  0.0087
Si  -0.0032  -0.005  0.0049
Si  0.0041  0.0046  0.0035
Si  0.0041  0.0029  0.0098
Si  -0.0017  -0.0048  0.0002
Si  -0.0007  -0.0013  0.0019
Si  0.0057  -0.0017  -0.0017
Si  -0.0021  0.0041  0.0011
Si  0.0014  -0.0015  -0.0005
Si  0.0068  0.0001  -0.0028
Si  0.0007  -0.0007  0.0034
Si  0.0035  -0.0053  -0.0023
Si  0.0026  0.0014  0.0002
Si  -0.0024  0.0008  0.0002
Si  -0.0059  -0.0037  0.0003
Si  0.0038  0.0014  -0.0022
Si  0.0054  0.0014  0.0016
Si  0.0004  -0.0058  -0.0012
Si  0.0012  -0.001  -0.0054
Si  -0.0033  -0.0036  0.0016
Si  0.0006  -0.0016  -0.0039
Si  -0.003  -0.0006  -0.0002
Si  0.003  0.0035  -0.001
Si  -0.0002  -0.0007  -0.0004
Si  -0.0006  0.001  -0.0026
Si  0.0021  0.0034  -0.0039
Si  0.001  0.0033  -0.0028
Si  0.0036  0.0017  0.0034
Si  0.0012  0.0009  -0.0016
Si  -0.0058  -0.0051  0.0026
Si  0.0036  -0.002  -0.0014
Si  0.0054  0.0027  -0.0001
Si  0.001  -0.0065  -0.0005
Si  0.0029  -0.0043  -0.0009
Si  -0.0035  -0.0033  0.0009
Si  -0.0022  -0.0069  0.0003
Si  0.0019  -0.0001  -0.0019
Si  0.0729  -0.0095  -0.0341
Si  0.0688  -0.0307  0.0144
Si  0.1128  -0.0857  0.1128
Si  -0.059  -0.1218  -0.0435
Si  0.0481  -0.1725  0.0665
Si  0.0706  -0.0377  -0.0796
Si  -0.0252  -0.1006  0.0044
Si  -0.1352  -0.1471  0.1741
Si  -0.0887  0.0918  -0.0264
Si  -0.1267  0.0731  -0.1294
Si  0.005  0.1335  -0.0085
Si  -0.0541  0.1317  0.0865
Si  -0.0884  -0.006  -0.0685
Si  -0.0781  0.0842  -0.0668
Si  0  0.1471  0.0545
Si  -0.0662  0.1199  -0.0265
Si  0.0044  0.0013  0.0048
Si  -0.0005  -0.0005  0.0001
Si  0.0121  0.0043  0.0035
Si  -0.0012  0.0005  -0.0041
Si  -0.0003  -0.0031  -0.0045
Si  0.0019  -0.0033  0.0017
Si  0.0011  -0.0006  -0.0027
Si  0.0081  -0.0053  0.003
Si  0.0014  -0.0043  -0.0005
Si  -0.0064  0.0111  0.0035
Si  -0.0025  -0.0128  0.0024
Si  -0.0033  0  -0.0027
Si  -0.0148  -0.0052  0.0042
Si  0.0096  -0.0024  -0.0014
Si  -0.0061  0.0008  0.0041
Si  0.0098  0.0022  0.0019
Si  0.0126  0.0089  0.001
Si  0.0139  -0.0107  -0.0029
Si  -0.0099  -0.0006  -0.0085
Si  0.0199  0.0019  0.0004
Si  0.0304  -0.0073  -0.0112
Si  -0.002  0.0124  -0.0078
Si  0.0107  -0.0182  -0.0057
Si  -0.0063  -0.0076  -0.0002
Si  -0.001  0.0169  -0.0262
Si  -0.0054  0.0092  0.0183
Si  -0.0288  -0.019  0.02
Si  0.002  -0.0018  -0.0045
Si  -0.0035  0.0064  0.0111
Si  -0.0053  -0.0088  -0.0091
Si  -0.023  0.0025  -0.0208
Si  0.0119  0.0057  0.0035
Si  0.0127  -0.0016  0.0119
Si  -0.002  0.066  -0.1034
Si  0.0153  0.006  -0.0196
Si  0.0137  0.0138  0.014
Si  0.0036  -0.0001  0.0074
Si  0.0054  0.0008  0.0098
As  0.0077  0.0081  0.0442
Si  0.0002  -0.0125  -0.0285
O  -0.001  -0.0012  -0.0039
O  -0.0014  -0.0022  -0.0039
O  0.0017  0.0024  -0.0034
O  0.001  0.0018  -0.0024
O  -0.0102  0.0024  0.0029
O  0.0005  0.0071  0.0027
O  0.0645  -0.0856  0.0075
O  -0.0251  -0.0111  -0.0128
O  -0.0084  0.0252  -0.0119
O  0.0076  -0.0025  -0.0043
O  -0.0166  -0.0163  0.0577
O  0.0061  -0.0015  0.006
O  -0.0018  -0.0038  -0.0072
O  0.0005  0.0321  0.0353
O  0.0044  -0.005  0.0043
O  -0.0002  0.0012  -0.0052
O  0.0021  0.0004  -0.0002
O  0  0.0025  -0.0048
O  0.0022  -0.0019  -0.0008
O  0.0037  -0.0004  -0.0043
O  -0.0003  0  -0.0046
O  0.0002  -0.0009  -0.0023
O  0.0005  0.0013  -0.0015
Si  0.0023  -0.0002  -0.0016
Si  -0.0015  0.0019  -0.001
Si  0.0059  0.0021  -0.0035
Si  0.0041  0.0003  -0.0017
Si  0.001  -0.0002  -0.0011
Si  0.0059  0.0015  0.0008
Si  0.0019  0.001  -0.0001
Si  0.0014  -0.001  0.0002
Si  0.0049  0.0145  0.0018
Si  0.0019  -0.0058  0.0141
Si  0.0012  0.0009  -0.0003
Si  0.0028  0.0023  -0.0052
Si  -0.01  0  0.0157
Si  0.003  0.0012  -0.0024
Si  0.0047  -0.0002  -0.0023
Si  -0.0067  -0.0033  0.0052
Si  0.0047  0  -0.0014
Si  0.0014  0.0001  -0.003
Si  0.0018  -0.0006  -0.0013
As  0.0519  -0.0318  -0.0174
Si  0.0016  0.0005  -0.0021
Si  0.0029  -0.0016  -0.0024
Si  0.0017  0.0012  -0.0003
Si  0.0024  -0.0011  -0.0025
Si  -0.0101  -0.0018  -0.0043
Si  0  0.0016  -0.0022
Si  0.0018  -0.0008  -0.0027
Si  0.0015  -0.0005  0.0002
Si  0.0034  -0.001  -0.0023
Si  -0.0012  -0.0006  0.0037
Si  -0.0002  -0.0037  -0.0069
Si  0.0029  -0.0013  -0.0022
Si  0.0008  0.0033  0.0086
Si  0.0029  0.0009  0.0012
Si  0.0058  -0.0033  -0.0104
Si  0.0022  0.0007  -0.0019
Si  0.0022  0.0015  -0.0004
Si  0.0021  -0.0008  0.0004
O  0.0056  -0.0013  0.0017
O  0.0027  -0.0011  0.001
O  0.0046  0.0015  -0.0017
O  0.0023  -0.0008  0.0012
O  0.0032  -0.0003  0.0004
O  0.0036  0.0002  0.0014
O  -0.0002  0.0021  0.0031
O  0.0028  -0.0002  0.0016
O  0.0019  -0.0013  0.0014
O  0.0026  0.0016  0.0004
O  -0.0017  -0.0022  0.0044
O  0.0001  0.0013  -0.0021
O  0.004  -0.0003  0.0013
O  0.0032  -0.001  -0.0049
O  0.0005  -0.0008  0.0004
O  0.0005  -0.002  0.0007
O  0.0023  0.0008  0.0015
O  0.0028  0.0003  0.0012
O  0.0029  0.0017  0.0019
O  0.0002  -0.0002  0.0022
O  0.002  0.0013  0.0004
O  0.0022  -0.0003  0.0012
O  0.0006  0.002  0.0014
O  0.0012  -0.0001  0.0029
O  0.0018  0.001  0.0011
O  0.0029  0.0003  0.0014
O  0.0024  0.0002  0.0009
O  -0.005  -0.0031  -0.0037
O  0.0017  -0.0009  0.0008
O  0.0021  0  0.0019
O  0.0027  -0.002  -0.0017
O  0.0021  -0.0007  0.0013
O  0.0017  0.0016  -0.0013
O  0.0045  0.0012  -0.0005
O  0.0018  0.0008  -0.0019
O  0.0051  0.0005  0.0001
O  0.0032  0  0.0041
O  0.003  -0.0013  0.0001
O  0.003  0.0007  -0.0006
O  0.0011  -0.002  0.0006
O  -0.0014  0.0033  0.0017
O  -0.002  -0.0019  -0.0018
O  0.001  -0.0011  -0.0015
O  0.0149  0.0078  0.0107
O  0.0017  0.0007  -0.0021
O  0.0014  -0.0001  0.002
O  -0.0169  0.0119  0.0027
O  0.0012  -0.0014  0.0013
O  -0.0013  -0.001  0.005
O  0.0023  0.0009  -0.0015
O  0.0025  -0.0034  0.0027
O  0.0026  0.0001  0.0012
O  0.0057  -0.0043  -0.0003
O  0.0013  -0.0002  -0.0003
O  0.0013  0.0001  0.0034
O  -0.039  -0.0132  -0.0111
O  0.0023  -0.0066  -0.0082
O  0.0047  -0.0028  0.004
O  0.0033  -0.0006  -0.0009
O  0.0016  -0.0006  0.0001
O  0  -0.0033  -0.001
O  0.0006  0.0009  0.0002
O  0.0005  -0.0007  -0.0006
O  0.0018  0.0005  0.0006
O  0.0017  -0.0025  0.0015
O  0.009  0.0031  -0.0075
O  0.0011  -0.0001  0.0002
O  0.0014  0.0018  0.0022

The program warned: the cutoff lies below the one the program advises for these potential files; the exchange-correlation potential is rough where the density is thin.
